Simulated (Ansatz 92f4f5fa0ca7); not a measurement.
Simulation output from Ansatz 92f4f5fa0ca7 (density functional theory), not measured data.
Periodic cell of 144 atoms, Si90O54, from a study of silicon, its oxide and their interface. The atomic structure is a simulated model.

Settings
functional: r2SCAN
potential files: Ansatz norm-conserving
basis: plane waves
wave-function cutoff: 1300 eV
density cutoff ratio: 4
exchange-correlation grid ratio: 1
k mesh: 2 x 2 x 1, shifted by 0.5 0.5 0.5 of a step
self-consistency stop: 5e-08 eV per atom in the density residual
occupations: Fermi-Dirac, 0.05 eV
spin: none
net charge: 0

Cell vectors (angstrom)
a  11.54  0  0
b  0  11.54  0
c  0  0  18.8682

Atoms and the computed forces on them: element, x, y, z (angstrom), force x, y, z (eV/angstrom)
Si  -0.4625  -0.6996  -0.36  0.901  3.4067  0.3608
Si  -0.8566  4.3048  0.1687  -0.1743  -2.6585  -1.7603
Si  0.069  8.6407  -0.6076  0.122  -2.4337  -0.8669
Si  3.855  -0.4343  -0.0716  0.3869  0.4623  -1.161
Si  2.7255  3.3163  -0.482  -0.9307  -0.2004  -0.1697
Si  4.2069  7.8998  0.1406  -1.5559  0.0082  -0.7045
Si  7.7736  -0.5533  -0.0981  0.1774  3.5162  -1.0543
Si  5.9856  3.0964  -1.0197  -0.2301  -0.7253  0.0615
Si  7.545  8.7459  -0.1806  -0.6132  -1.8916  -1.8319
Si  1.6993  0.0065  0.8595  -0.3719  -0.9633  1.154
Si  1.2077  3.6706  1.3762  1.5084  1.2322  -0.0678
Si  1.9016  7.7868  1.2199  1.1572  0.0074  -1.9708
Si  5.8279  -0.0397  1.3534  0.1561  1.5013  -1.7005
Si  6.5199  3.7717  1.4084  1.126  0.98  -1.2544
Si  6.1397  7.8897  1.3316  -0.8784  -0.6502  2.0828
Si  9.6094  -0.0302  1.4173  -0.5474  -0.7934  -1.6729
Si  9.0331  3.6855  1.6019  -0.5728  1.3581  0.8754
Si  10.1371  8.3232  1.1783  -2.7716  0.1239  0.024
Si  1.663  1.6952  2.7058  -0.6883  0.0559  -0.6493
Si  1.7942  5.8696  2.4735  -0.0272  -2.0216  0.6309
Si  1.9416  9.5434  2.6956  0.1605  1.9801  -1.1235
Si  6.1223  1.9496  2.6879  -3.9016  -1.3095  -1.1581
Si  5.879  6.0256  2.7277  1.3753  -1.464  -0.616
Si  5.7874  9.6917  2.6582  1.0573  -0.251  2.1711
Si  9.518  1.7105  2.8148  1.4829  1.5328  -1.3031
Si  9.6586  5.7833  2.9193  -1.232  -0.8875  -0.0742
Si  9.4964  9.8659  2.9218  1.6693  -0.5619  0.2635
Si  -0.2418  1.7315  4.26  2.0469  0.0948  -0.212
Si  0.0699  5.7333  4.1256  0.3838  0.5352  0.0837
Si  0.136  9.6062  4.1026  -1.3517  1.5101  -0.7005
Si  3.7787  1.6974  3.9012  1.0799  0.3685  -0.4769
Si  3.87  5.7725  3.8845  -1.0991  0.2716  -0.2775
Si  3.9295  9.6675  3.9939  -0.6831  -0.5483  0.7485
Si  7.739  1.6667  4.0652  0.0822  -1.2916  2.8338
Si  7.7179  5.6252  4.2326  -0.086  -0.9469  -0.7895
Si  7.6676  9.6957  4.38  -0.6575  0.4751  -2.0329
Si  0.1901  -0.1362  5.6591  1.3804  0.243  -0.4651
Si  -0.0281  3.7692  5.472  0.9985  0.7693  -0.5957
Si  0.1227  7.8444  5.4289  0.0304  -1.9309  0.2291
Si  4.1083  -0.0297  5.546  -1.5225  0.4518  -0.0786
Si  3.8879  3.6772  5.0815  0.6181  0.5555  0.2209
Si  3.5257  7.7059  5.3135  1.5908  0.2754  0.0751
Si  7.87  -0.0052  5.8129  -1.7543  0.0624  -0.7412
Si  7.8114  3.4442  5.4514  -2.4414  2.3256  -1.045
Si  7.8265  7.6434  5.2275  -1.5468  0.0392  1.9083
Si  2.1736  0.1204  7.14  -0.6661  -0.423  -0.3483
Si  2.2083  4.0601  6.5498  -2.3279  -2.1489  -0.8686
Si  1.8542  7.9069  6.9844  0.4663  -0.5557  -1.0948
Si  5.7694  0.2028  7.1655  1.5885  -0.3372  -0.0924
Si  5.7225  3.7705  6.6891  0.8487  0.0209  -0.8014
Si  5.5942  7.727  6.584  1.0774  0.2679  -0.7261
Si  9.8736  0.3188  6.7939  -0.8259  -1.692  2.6165
Si  9.5163  4.043  6.6468  1.6597  0.3376  0.7615
Si  9.7023  7.9129  6.5603  -0.9012  0.9465  0.632
Si  1.8618  2.3163  8.1373  0.9915  0.3393  -0.1135
Si  2.1787  5.7851  7.8853  -0.3973  1.6031  1.5922
Si  2.0373  9.5485  8.6135  -0.5014  0.4051  0.4781
Si  6.1265  2.2651  8.4174  -1.8013  -0.7346  0.9415
Si  5.7289  5.8058  7.8832  1.5  0.0492  -0.4676
Si  5.6996  9.5264  8.1151  -1.4013  -0.3493  0.2917
Si  9.632  2.2669  8.0753  1.7749  0.3006  0.6348
Si  9.5656  6.0577  7.8034  0.0176  -0.8527  -0.2653
Si  9.5806  9.6221  8.2808  -0.0788  0.2096  0.5086
Si  -0.0437  2.8456  9.5946  -0.2155  2.6525  -1.8918
Si  0.0144  5.7759  8.863  0.6238  0.2877  1.873
Si  -0.0741  8.8509  9.7298  -1.1123  -0.7916  1.0519
Si  3.8847  2.706  9.2848  -0.0567  0.1417  1.3577
Si  4.1156  5.8478  9.4026  -2.2527  -0.813  0.0896
Si  3.991  8.8481  9.8291  0.4803  -0.3603  1.7952
Si  8.1905  2.7307  9.7502  -1.1042  1.0965  -0.354
Si  7.7256  5.9089  9.1553  -0.2992  0.6265  2.1113
Si  7.3825  9.1389  9.5266  1.708  -1.2022  2.4937
Si  -2.1487  12.2578  16.3291  -3.1884  1.2041  0.7998
Si  3.2902  -1.4451  12.5954  0.9235  -0.7703  -1.1538
Si  10.0369  1.7633  11.9697  -0.7851  1.0795  1.1259
Si  7.1859  10.2374  12.5299  1.3883  -3.7735  2.0703
Si  3.3103  1.548  12.0977  0.7696  1.9925  0.0145
Si  5.1043  0.5652  16.19  1.7099  -0.6973  -0.556
Si  1.5553  3.3871  14.0461  -0.3223  1.7812  -1.207
Si  11.9555  8.9057  12.6653  0.776  1.8289  1.3117
Si  2.0063  4.8095  16.0996  -0.4306  1.8848  1.6935
Si  -1.4239  6.337  16.6565  -2.0969  2.7399  2.7707
Si  8.5444  3.011  14.3742  0.3035  -3.5801  -3.2637
Si  -1.5543  10.8779  13.8203  -0.312  -3.575  -2.6914
Si  5.4825  9.5488  14.6414  -4.0342  0.0303  3.1346
Si  0.494  3.0822  16.6378  0.3181  -0.8024  0.2635
Si  5.8202  1.3947  13.524  3.1425  0.5462  -0.3153
Si  0.3185  6.1913  14.2717  2.5168  -0.3154  0.2759
Si  7.43  5.2634  15.9134  -1.4601  0.7844  -0.3366
Si  5.5427  7.3601  16.6105  -3.8467  -0.1617  -1.5529
O  -0.929  3.1854  -1.1578  3.2748  -0.2965  -1.5489
O  2.6789  4.7497  -1.2465  -0.6409  1.3847  -2.1825
O  -1.0957  5.5956  -0.7788  0.5584  0.9651  -0.4346
O  -0.6471  -3.7216  -1.9554  0.1246  0.1063  1.2135
O  -2.1335  7.2374  2.1717  1.0742  -1.9015  0.4279
O  -0.9213  12.0061  -1.5668  2.4268  -1.3048  0.9972
O  6.0808  1.6466  -1.9808  -0.7043  3.1328  2.0282
O  3.9623  0.1746  -1.6569  -0.9239  -0.1596  1.3806
O  4.0664  -2.0214  -0.3903  -0.0021  -1.7768  0.1622
O  4.3357  3.1769  -0.4456  1.9208  -1.1161  -0.8914
O  1.8613  2.2005  -1.4491  -1.3383  1.7444  -0.1499
O  4.5711  6.6957  -1.0487  -0.7879  2.7987  -0.0077
O  8.9569  -3.5446  -0.0362  0.7093  0.7931  -0.1408
O  1.9248  -2.2082  -6.7134  -0.3369  -0.4945  1.7495
O  6.9354  4.1472  -1.9408  -1.6698  -2.6039  1.7419
O  6.0671  6.1726  -3.1019  2.1358  -3.1717  -2.0636
O  8.0834  11.9843  -1.5633  0.5805  -1.7552  1.9876
O  6.5866  8.0781  -1.3908  3.3909  3.0259  1.1738
O  -0.184  4.5862  10.0074  0.5786  -3.0854  -1.1599
O  -0.2217  2.0403  10.9555  -0.8942  -0.6553  2.1177
O  -4.1463  7.4699  10.0807  0.699  -0.672  -1.9309
O  -0.4926  9.1591  11.4052  -0.1038  -0.0877  -3.8421
O  -2.7825  10.0561  12.9905  0.0599  1.7561  0.0837
O  2.8477  0.0605  12.4001  0.3033  1.6072  0.1823
O  3.2632  1.7192  10.4946  0.5341  0.4776  0.26
O  3.971  7.1193  10.4429  0.2848  1.7217  -1.6318
O  4.0229  4.2806  9.9253  -0.0699  -0.3326  0.2562
O  4.2605  9.7171  11.2582  -0.7226  -0.7378  0.0446
O  8.6818  1.7185  10.9529  0.5966  0.0374  0.6053
O  8.11  4.4101  10.0737  -0.6293  -0.0421  -0.9226
O  11.5237  7.1569  9.7871  0.3043  1.5848  -0.2942
O  7.049  10.0544  10.9713  0.6756  -1.3566  -2.7048
O  9.5407  14.3834  13.0787  0.8371  1.4264  -0.4273
O  -2.2085  11.1005  15.2233  0.2241  0.4902  0.8129
O  4.0038  -1.4263  14.0755  0.1017  -0.5076  -1.9671
O  4.8013  1.3086  14.7554  -0.4134  -0.6529  1.1057
O  10.5188  0.6101  13.0352  -0.4888  0.5481  -1.95
O  6.3424  11.4617  13.0043  -1.3712  1.8091  0.3493
O  4.8225  8.2022  15.3571  1.2832  0.606  2.5803
O  0.7448  4.805  13.4836  -0.4397  -0.8434  0.717
O  2.1896  2.4598  12.8824  -0.0229  0.5242  0.3767
O  0.4224  2.5445  14.9784  1.1214  0.3151  1.1798
O  5.9451  -0.826  15.7778  -0.7218  -0.3562  -1.0315
O  4.9011  2.1542  12.4465  -1.6916  -1.225  -0.5942
O  2.8239  4.3069  14.7532  -1.1403  -2.0636  1.0588
O  -2.3465  13.7518  15.5769  0.9717  -1.9846  2.3106
O  6.4321  8.9564  13.5746  2.7895  1.9436  -3.3342
O  -1.0894  6.0034  15.1432  0.9742  -0.2503  -1.9302
O  -0.263  9.8564  13.8597  0.1962  -0.6231  -0.437
O  7.3804  2.0089  13.7808  -3.1519  0.3603  0.4943
O  8.1523  4.4926  14.6293  -1.3812  2.4728  1.4208
O  1.3755  6.2949  15.6833  -0.4247  -0.6596  -1.683
O  0.5869  7.3839  13.0907  -1.2407  -2.6369  3.0079
O  -3.1824  6.3192  16.6609  4.557  -0.1051  -0.3307

Results
free energy: -35641.910 eV
free energy less fixed offsets of O -463.61, Si -117.95 eV per atom: 8.530 eV
pressure: -2.75 GPa
stress xx, yy, zz, yz, xz, xy (GPa, positive in tension): 2.28, 2.58, 3.39, 0.92, -0.4, 0.16
